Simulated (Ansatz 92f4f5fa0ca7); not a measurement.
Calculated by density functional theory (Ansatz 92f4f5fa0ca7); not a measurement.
Periodic cell of 228 atoms, Si140O88, from a study of silicon, its oxide and their interface. The atomic structure is a simulated model.

Settings
functional: r2SCAN
potential files: Ansatz PAW
basis: plane waves
wave-function cutoff: 800 eV
density cutoff ratio: 5
exchange-correlation grid ratio: 1
k mesh: 1 x 1 x 1, shifted by 0.5 0.5 0 of a step
self-consistency stop: 1e-10 eV per atom in the density residual
occupations: fixed
spin: none
net charge: 0

Cell vectors (angstrom)
a	10.888	0	0
b	0	10.888	0
c	0	0	32.6583

Atoms and the computed forces on them: element, x, y, z (angstrom), force x, y, z (eV/angstrom)
Si	0.5291	-0.4856	-0.0552	-0.0118	0.0053	-0.139
Si	2.2988	3.3167	-0.101	0.0216	-0.0125	-0.124
Si	0.0553	5.4696	0.3882	-0.0045	0.0019	-0.0627
Si	2.7664	8.2384	0.3954	-0.0019	0.0083	-0.0695
Si	5.3849	-0.0151	0.2847	-0.0098	0.0002	-0.1194
Si	8.2465	2.9219	-0.0204	0.0002	0.0127	-0.1395
Si	5.0126	6.0772	-0.0893	0.0182	-0.0076	-0.13
Si	8.7426	7.6689	0.0504	-0.0131	0.0128	-0.1271
Si	1.3949	1.4171	1.1523	-0.0006	-0.0002	0.005
Si	4.0191	4.299	1.2149	0.0003	0.0013	0.0087
Si	1.4126	6.8441	1.6554	0.0009	-0.0003	0.0054
Si	4.0831	9.6142	1.6976	0.0035	-0.0031	0.0037
Si	6.8947	1.4421	1.2978	0.0018	0.002	0.0067
Si	9.4984	4.0985	1.5505	-0.0003	-0.0028	0.0065
Si	6.8383	6.857	1.2771	-0.0002	0.0023	0.006
Si	9.7248	9.4243	1.3168	0.0015	-0.0012	0.0082
Si	0.0255	2.6389	2.703	0.0027	-0.0016	-0.0016
Si	2.6601	0.1696	2.7886	-0.0022	0.0051	-0.0014
Si	0.0176	8.1991	2.9082	-0.0028	0.0043	-0.0008
Si	2.8017	5.4528	2.8605	0.0046	-0.0035	-0.0031
Si	5.4199	2.8252	2.5799	0.0019	-0.0014	-0.0021
Si	8.2757	-0.0067	2.614	-0.0004	0.0006	-0.0035
Si	5.5678	8.1941	2.8	0.0033	-0.003	-0.0024
Si	8.0694	5.4753	2.7753	-0.0019	0.0022	-0.0022
Si	1.3758	4.0405	4.0853	-0.0006	0.0001	0.002
Si	4.1051	1.4762	4.0569	0.0014	-0.0006	-0.0006
Si	1.3731	9.62	4.1658	0.0038	-0.0015	0.0008
Si	4.1764	6.832	4.1535	-0.0002	0.001	0.0006
Si	6.7487	4.0858	4.0876	0.0001	-0.0005	0.0016
Si	9.5673	1.3168	4.0798	-0.0012	0.0001	0.0013
Si	6.9049	9.5852	4.0822	0.0028	0.0008	0.0015
Si	9.4781	6.8116	4.1378	0.0014	-0.0022	-0.0002
Si	-0.0025	0.019	5.5265	0.0007	0.0007	0.0007
Si	2.7356	2.7431	5.4816	0.0016	-0.0004	-0.0008
Si	-0.0115	5.4164	5.4274	0.0014	0.0002	-0.0005
Si	2.7662	8.2119	5.4523	-0.0006	-0.0006	0.001
Si	5.4665	0.0495	5.3876	0.0001	-0.0003	-0.0012
Si	8.1631	2.7049	5.394	0.0012	0	-0.0016
Si	5.4652	5.4408	5.5142	0.0015	-0.0007	-0.0001
Si	8.1749	8.1949	5.4973	0.0006	0.0002	-0.001
Si	1.3833	1.3743	6.8467	0.0008	-0.0001	-0.0007
Si	4.0767	4.095	6.8392	0.0014	0.0003	-0.0006
Si	1.3662	6.8107	6.7605	0.0015	-0.0003	0.0003
Si	4.1229	9.5664	6.8019	0.0004	-0.0004	0.0014
Si	6.8125	1.3679	6.7793	0.0016	-0.0004	0.0004
Si	9.5179	4.0582	6.7929	0.0013	-0.0006	0.0007
Si	6.8232	6.8135	6.8479	0.0009	-0.0002	-0.0009
Si	9.5361	9.5276	6.8509	0.001	-0.0001	-0.0004
Si	-0.0064	2.7179	8.1804	0.0008	-0.0003	0.0007
Si	2.7374	-0.003	8.1896	0.0013	-0.0005	0.0005
Si	0.0101	8.1427	8.1564	0.001	-0.0001	0.0011
Si	2.7055	5.4594	8.1515	0.0005	-0.001	0.001
Si	5.4427	2.7043	8.1487	0.0006	-0.0007	0.0007
Si	8.1468	-0.0016	8.1556	0.0013	-0.0001	0.0007
Si	5.4459	8.1739	8.1786	0.0011	-0.0005	0.0012
Si	8.1768	5.4227	8.181	0.0006	-0.0004	0.0013
Si	1.3627	4.0939	9.5147	0.0018	0	0.0008
Si	4.1123	1.3502	9.5382	0.0007	-0.0001	0.001
Si	1.3539	9.5007	9.5176	0.0007	-0.0001	0.0012
Si	4.0616	6.8032	9.5143	0	-0.0002	0.0014
Si	6.7735	4.0621	9.5135	0.0013	-0.0003	0.0009
Si	9.5043	1.3384	9.5142	-0.0003	-0.0005	0.0011
Si	6.8243	9.515	9.5288	0.0005	-0.0003	0.0008
Si	9.5521	6.7825	9.5277	0.0012	-0.0004	0.0009
Si	-0.0474	-0.0528	10.867	-0.0001	-0.0009	0.0008
Si	2.7404	2.7353	10.8585	0.0009	-0.0002	0.0005
Si	0.0256	5.4412	10.8976	-0.0001	-0.0003	0
Si	2.6911	8.1315	10.8797	0.0013	-0.001	-0.0001
Si	5.4587	-0.0423	10.8929	0.0007	-0.0003	0.0002
Si	8.1284	2.6937	10.8565	-0.0008	0	-0.001
Si	5.403	5.4187	10.8734	0.0009	-0.0012	0.0007
Si	8.1773	8.1349	10.88	0.0012	-0.0004	0.0004
Si	1.3426	1.3484	12.1201	0	-0.0008	-0.0007
Si	4.0479	4.0943	12.2937	0.0034	-0.0027	-0.0001
Si	1.3768	6.7822	12.3048	0.0016	0.0026	0.0002
Si	4.0766	9.4578	12.2054	-0.0006	0	-0.0005
Si	6.8194	1.3101	12.2529	-0.0006	0.0007	0.0008
Si	9.4905	4.078	12.1606	0.0002	-0.0007	-0.0025
Si	6.7832	6.7726	12.1969	0.0026	-0.0023	-0.0014
Si	9.5314	9.4436	12.2946	0.0007	-0.0019	-0.0004
Si	-0.0291	2.7074	13.4389	-0.0017	-0.0009	-0.0016
Si	2.6751	-0.037	13.455	0.0014	-0.0005	-0.0005
Si	0.0242	8.1019	13.7103	-0.0001	-0.0031	0.0004
Si	2.6944	5.4407	13.7398	0.0002	-0.004	-0.0009
Si	5.4269	2.6803	13.5734	0.0017	0.0021	-0.0008
Si	8.1547	-0.0835	13.6358	0.0047	-0.002	-0.0018
Si	5.39	8.0475	13.5796	0.0034	-0.0029	-0.001
Si	8.1641	5.4428	13.5431	0.0028	-0.0037	0.0081
Si	1.2088	4.0451	14.9256	0.0046	0.0006	0.01
Si	3.9399	1.3579	14.8388	0.0027	0.0019	0.0085
Si	1.4483	9.53	14.9846	-0.0012	-0.0035	0.0102
Si	4.0453	6.8237	15.1411	-0.0057	0.0007	0.0068
Si	6.943	3.9233	14.8377	0.0189	-0.0144	-0.0356
Si	8.4773	2.6854	16.0598	0.0278	0.0207	-0.1006
Si	6.6021	9.5287	14.9009	-0.0041	0.0024	0.0081
Si	9.5572	6.6725	15.0338	0.0119	-0.0181	-0.0298
Si	0.5953	0.4591	16.1542	0.0185	0.018	-0.1119
Si	2.1618	2.268	16.0305	-0.0168	-0.0305	-0.0986
Si	-0.3959	5.021	16.4097	-0.0116	-0.0294	-0.1522
Si	3.2159	8.6961	16.2978	0.0234	0.0286	-0.1143
Si	4.8547	-0.3656	16.0756	-0.0296	-0.0287	-0.0755
Si	9.7048	1.221	14.8284	-0.0006	-0.0003	0.008
Si	5.4262	5.8654	16.8331	0.0088	0.0197	-0.1779
Si	7.4262	8.2781	16.6711	-0.0026	-0.0405	-0.1718
Si	2.4013	-15.4885	23.7481	0.0083	0.025	-0.2842
Si	-1.3731	-3.3546	24.1357	-0.0138	0.0229	-0.2888
Si	20.2654	-5.3582	21.9215	0.0349	0.017	-0.3184
Si	4.7974	11.4708	22.7909	0.0508	-0.0183	-0.2722
Si	-3.7166	-1.4041	30.9643	-0.0242	0.0184	-0.2545
Si	7.3254	-1.1083	19.3747	0.0059	0.0288	-0.2902
Si	-5.9141	14.7749	19.1963	-0.0385	0.0159	-0.2951
Si	14.6841	12.4279	30.6642	0.0158	-0.0554	-0.2845
Si	-19.6493	-0.331	28.931	-0.0164	-0.0452	-0.2819
Si	-12.3406	-7.5894	24.0194	-0.0525	-0.0277	-0.2725
Si	14.6519	4.0293	26.4773	-0.0389	0.072	-0.2983
Si	17.7455	4.861	30.4239	0.05	0.0058	-0.3044
Si	8.6445	6.6642	28.5975	0.0752	-0.0116	-0.3022
Si	-12.3934	22.5721	30.7806	-0.0364	0.0014	-0.2672
Si	26.915	5.2074	23.9251	0.0768	-0.0097	-0.2839
Si	5.8819	-7.8227	21.7959	-0.0162	0.023	-0.2891
Si	-10.6142	-10.7308	26.8009	0.043	0.0049	-0.2844
Si	37.6179	-2.0499	21.0459	-0.0285	-0.0152	-0.3078
Si	9.6126	21.0269	21.2269	-0.0156	0.0357	-0.2967
Si	11.3396	5.6338	19.3889	0.0553	-0.0206	-0.3193
Si	-8.7484	2.9743	19.1183	0.0144	-0.0177	-0.253
Si	-14.8435	19.997	28.0157	-0.0162	-0.011	-0.2789
Si	-5.072	-8.2631	28.4485	-0.025	0.0048	-0.3028
Si	-3.86	18.0064	22.7777	-0.0348	0.026	-0.2507
Si	11.7065	11.0551	19.2929	0.0282	0.0225	-0.2946
Si	2.3785	8.2348	19.3817	-0.0076	0.0077	-0.3094
Si	17.3772	44.8698	18.1159	-0.0016	-0.0196	-0.2462
Si	20.5491	5.3349	26.1403	0.0218	-0.0096	-0.3168
Si	4.1017	9.2487	26.9593	-0.0585	-0.0383	-0.2699
Si	13.4374	-0.2336	24.6449	0.044	0.0281	-0.34
Si	-2.3764	0.9006	27.8624	0.0138	-0.0178	-0.2698
Si	-20.9492	8.7803	23.0406	-0.061	-0.0006	-0.2679
Si	-10.5414	19.2372	28.2042	0.0201	-0.0332	-0.239
Si	2.6007	-4.2012	26.8998	0.0117	-0.0413	-0.2655
Si	22.9314	3.9526	25.0015	-0.0306	0.0022	-0.2317
Si	18.6234	1.1771	22.8743	-0.0078	-0.0438	-0.242
O	6.0369	9.6322	-0.5747	-0.0453	0.0276	0.1172
O	-10.9297	-1.4351	-5.6044	0.0015	-0.027	0.1197
O	3.8802	5.9299	-9.4702	-0.0258	-0.0037	0.1061
O	1.0966	4.4313	-0.4348	-0.0102	0.0114	0.0564
O	-5.1981	3.9159	-9.5185	-0.0373	0.0744	0.1669
O	-27.0642	5.6479	-1.5726	-0.0615	0.0383	0.1587
O	1.3091	9.1735	-3.4222	0.0241	0.0306	0.1136
O	2.9842	13.7672	-1.5507	-0.0479	0.0553	0.1452
O	1.1373	0.6474	-4.5692	0.048	-0.0008	0.1514
O	2.6836	0.4544	-2.4512	0.0497	0.0737	0.156
O	19.3641	9.3179	-12.2484	0.0651	-0.0032	0.1497
O	19.9945	16.3115	-5.0185	-0.061	0.0516	0.2046
O	3.8391	7.2233	-0.4039	-0.0124	0.0082	0.0587
O	36.1115	20.5083	-7.141	0.0528	-0.0515	0.1906
O	9.8774	6.5247	-0.377	0.015	-0.0133	0.0631
O	7.6881	12.656	-15.5164	-0.0595	-0.0448	0.1279
O	12.5183	-1.2142	19.5656	-0.0036	-0.0132	0.1015
O	9.3212	1.2311	29.228	0.0341	-0.0015	0.2139
O	1.8592	-0.926	23.3514	0.0406	0.0403	0.1458
O	-15.418	3.969	29.1614	0.0326	0.0649	0.1581
O	-9.1669	7.436	22.8285	0.0205	-0.0328	0.1155
O	-4.4795	18.0015	17.1971	0.0192	-0.0034	0.0714
O	19.6921	-3.2699	16.1477	-0.0342	0.0276	0.0705
O	6.3355	-10.3901	23.3793	-0.0022	-0.0072	0.0942
O	-0.9514	7.6385	28.8839	-0.035	-0.0024	0.0992
O	20.2851	-6.8575	22.5505	0.0067	-0.0606	0.1601
O	18.1881	2.2788	21.7554	0.0232	-0.0227	0.1114
O	13.3776	14.2137	25.7002	0.0548	-0.0074	0.1132
O	4.8959	5.2016	18.2341	-0.0095	-0.0743	0.1612
O	13.7968	8.2175	17.8408	-0.0469	-0.0254	0.2259
O	-3.1162	9.2357	17.9204	0.0029	0.0517	0.1956
O	13.3227	-8.0309	17.5324	0.0055	0.0349	0.2036
O	-0.7425	5.652	20.4921	-0.1023	-0.004	0.2181
O	9.7372	22.7647	26.7347	-0.0511	-0.0015	0.1237
O	-14.6463	12.7073	27.8272	-0.0146	0.0097	0.0954
O	-7.7992	-5.6773	27.3676	0.0012	0.0082	0.1061
O	-0.1777	-0.0521	31.16	0.046	-0.0252	0.1459
O	28.959	0.5184	19.3451	0.0253	-0.0452	0.1322
O	-2.0182	-6.5963	25.1767	0.0074	0.0582	0.1578
O	25.5394	29.4933	27.3201	0.0207	0.03	0.0884
O	16.5986	-1.5133	26.9868	0.0615	0.001	0.1147
O	-14.326	3.8999	31.5871	0.0426	-0.0608	0.1513
O	-17.0289	1.8904	21.8158	-0.0049	-0.0403	0.1115
O	-0.0305	5.7434	17.8289	0.0315	0.0316	0.2159
O	-2.074	0.1036	22.3344	-0.044	0.0572	0.134
O	-13.8059	5.91	29.8646	-0.0735	-0.0581	0.1641
O	10.0758	6.4584	23.049	0.009	0.0485	0.1592
O	-10.5759	21.9709	17.7495	0.0013	-0.022	0.221
O	4.5283	-11.6323	21.898	-0.0104	0.0796	0.1444
O	15.6156	15.637	25.3977	-0.0596	-0.0567	0.2091
O	-8.4331	-4.1065	25.283	0.0122	0.021	0.2334
O	-1.4531	-7.0747	16.7915	0.0033	0.01	0.0628
O	-6.1746	3.0118	27.2959	0.094	-0.0688	0.1784
O	9.3381	-8.8032	31.7423	-0.0225	0.0538	0.118
O	32.9952	-6.0303	26.0856	-0.022	0.0281	0.1098
O	27.6057	14.9834	20.5458	0.0445	-0.0339	0.2091
O	38.5235	7.8834	21.9819	0.0636	-0.0644	0.1394
O	43.0583	11.1321	20.2206	-0.0752	-0.0418	0.1576
O	-5.2501	13.523	18.4295	-0.0226	0.0486	0.1072
O	7.5511	-14.1555	27.8523	-0.0008	0.0027	0.1052
O	23.4684	1.4999	19.6183	-0.0045	-0.0156	0.1002
O	-2.3904	1.9918	24.0365	0.0485	0.0478	0.1259
O	18.7473	17.0085	21.7774	-0.0108	0.0139	0.1032
O	-20.4772	22.1269	25.5229	-0.0859	0.0112	0.1781
O	-11.1123	-13.1212	24.2699	-0.0165	-0.0074	0.1169
O	8.1079	8.0902	23.5308	0.0491	0.0019	0.1123
O	-2.8645	-10.928	31.0099	0.0011	-0.004	0.095
O	-7.2723	8.1552	20.4283	0.0755	0.015	0.1487
O	1.0957	4.1463	19.4945	-0.0202	0.0241	0.0973
O	3.4424	21.1208	28.0402	-0.0487	0.0537	0.1523
O	8.0493	-11.5325	27.7534	-0.0094	0.0036	0.0957
O	-5.9378	1.7733	29.535	-0.0682	-0.0322	0.1661
O	23.352	26.6689	23.7407	-0.0126	-0.0344	0.1209
O	-9.6827	-3.7547	27.5645	-0.0573	0.056	0.1173
O	-15.4336	6.2762	23.9726	-0.0337	-0.0327	0.1139
O	23.2111	6.921	19.6164	-0.0109	-0.0057	0.0993
O	-4.6544	4.6727	16.1131	-0.033	0.0336	0.0841
O	14.5537	0.7522	23.9521	-0.0927	-0.0251	0.1675
O	6.4325	9.2712	29.5466	0.0131	0.0162	0.2174
O	-13.6136	-2.633	31.2813	0.0398	-0.0402	0.142
O	-1.4822	-14.9471	25.5654	0.0018	-0.0637	0.1849
O	21.631	-1.7696	21.7796	0.069	-0.054	0.1658
O	-16.3143	11.1266	17.4755	0.0619	0.0494	0.1327
O	14.4112	3.4738	19.7469	0.0235	0.0055	0.0978
O	1.7105	9.2782	32.2586	0.0124	-0.0138	0.0694
O	4.5088	11.847	31.9751	0.0524	-0.0398	0.1458
O	10.9759	2.8922	24.3895	0.0481	0.0123	0.1021
O	-5.0026	9.1907	19.7713	-0.0618	-0.0273	0.1498

Results
free energy: -139740.066 eV
free energy less fixed offsets of O -570.45, Si -639.56 eV per atom: -2.066 eV

The program warned: the cutoff lies below the one the program advises for these potential files; the forces do not sum to zero within the program's tolerance; empty levels may hold ghost states of the PAW files; the exchange-correlation potential is rough where the density is thin.
